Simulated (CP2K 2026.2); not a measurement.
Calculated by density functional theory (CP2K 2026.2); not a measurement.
Periodic cell of 504 atoms, Si360O144, from a study of silicon, its oxide and their interface. The atomic structure is a simulated model.
Doubt: the forces sum to 2.35 eV/angstrom along one axis rather than to zero, so they err by at least 0.0047 eV/angstrom per atom on average; the grid cutoff is modest.

Settings
functional: PBE
method: Gaussian and plane waves
basis set: DZVP-MOLOPT-SR-GTH
pseudopotentials: GTH-PBE
grid cutoff: 300 Ry, relative cutoff 40 Ry
k points: Gamma only
occupations: fixed
spin: none
net charge: 0

Cell vectors (angstrom)
a	16.32	0	0
b	0	16.32	0
c	1.6968	3.9417	33.5271

Atoms and the computed forces on them: element, x, y, z (angstrom), force x, y, z (eV/angstrom)
Si	1.255	-0.993	0.026	0.009	-0.243	0.645
Si	4.329	1.045	0.067	-0.123	0.243	0.793
Si	1.174	4.223	0.087	0.135	-0.082	0.711
Si	3.878	7.02	0.053	0.187	-0.244	0.711
Si	1.638	-7.045	-0.016	-0.297	0.215	0.738
Si	4.204	-4.307	0.206	-0.157	0.231	0.714
Si	6.493	-1.225	0.07	0.233	-0.134	0.758
Si	9.273	1.552	-0.014	0.141	-0.165	0.7
Si	7.049	3.794	0.037	-0.122	0.142	0.721
Si	9.586	6.71	0.195	-0.225	0.244	0.617
Si	6.458	9.785	0.176	0.271	-0.154	0.666
Si	-6.574	-4.216	0.176	-0.208	0.063	0.74
Si	-3.742	-1.696	0.116	-0.117	0.199	0.747
Si	-1.07	1.131	0.015	-0.122	0.07	0.682
Si	-4.496	4.396	-0.033	0.444	-0.355	0.623
Si	-0.992	6.5	-0.066	-0.248	0.093	0.688
Si	-4.392	-6.447	0.052	0.161	-0.177	0.727
Si	-1.465	-3.844	0.146	0.145	-0.152	0.696
Si	2.735	0.058	1.47	0.017	-0.009	-0.048
Si	5.466	2.667	1.333	0.003	-0.028	-0.051
Si	2.75	5.415	1.344	-0.025	0.012	-0.05
Si	5.423	8.123	1.425	-0.02	0.006	-0.055
Si	2.638	-5.474	1.43	0.009	-0.011	-0.063
Si	5.382	-2.726	1.464	-0.019	0.001	-0.029
Si	8.143	-0.049	1.29	-0.023	0	-0.043
Si	-5.46	2.7	1.287	-0.006	-0.014	-0.056
Si	8.084	5.416	1.408	0.011	-0.016	-0.059
Si	-5.484	8.274	1.391	-0.002	0.008	-0.028
Si	8.117	10.926	1.406	0.003	0.005	-0.039
Si	-5.365	-2.718	1.462	0.002	-0.01	-0.049
Si	-2.646	-0.022	1.338	0.01	-0.006	-0.077
Si	-0.011	2.704	1.398	-0.001	0.009	-0.045
Si	-2.719	5.432	1.176	-0.014	0.002	-0.038
Si	0.037	8.127	1.282	-0.002	-0.019	-0.062
Si	-2.696	-5.442	1.35	-0.007	0.009	-0.061
Si	0.096	-2.622	1.354	-0.007	0.016	-0.035
Si	1.384	1.427	2.791	-0.016	0.006	0.021
Si	4.112	4.056	2.686	-0.009	-0.015	0.002
Si	1.384	6.795	2.707	0.005	0.008	0.038
Si	4.051	9.505	2.771	0.008	0	0.054
Si	1.331	-4.06	2.74	0.006	0.016	0.012
Si	4.021	-1.381	2.805	0.007	-0.002	0.017
Si	6.813	1.311	2.716	0.013	-0.004	0.054
Si	9.519	4.06	2.712	-0.004	-0.017	0.036
Si	6.767	6.773	2.771	0.016	0.02	0.013
Si	9.46	9.556	2.778	0.013	0.007	0.017
Si	6.805	12.287	2.79	0.017	0.009	0.038
Si	-6.788	-1.336	2.702	-0.028	-0.013	0.016
Si	-4.059	1.359	2.637	-0.009	0.003	0.001
Si	-1.433	4.079	2.66	-0.003	0.027	0.023
Si	-4.042	6.832	2.614	-0.008	-0.017	0.018
Si	-1.346	-6.846	2.656	0.006	0.001	0.007
Si	-4.024	-4.103	2.792	0.027	0.004	0.047
Si	-1.297	-1.331	2.757	0	-0.006	0.039
Si	0.028	0.033	4.122	-0.004	-0.017	-0.009
Si	2.753	2.763	4.113	0	0.007	0.015
Si	-0.026	5.433	4.024	0.011	-0.005	-0.008
Si	2.708	8.14	4.117	-0.009	-0.007	-0.004
Si	-0.033	-5.45	4.052	-0.001	-0.014	-0.001
Si	2.689	-2.749	4.143	0.001	0.003	0.007
Si	5.435	-0.011	4.101	0.004	0.02	-0.011
Si	8.165	2.695	4.075	-0.012	0.009	-0.011
Si	5.419	5.413	4.102	-0.011	-0.01	0.009
Si	8.141	8.146	4.107	0.001	0.01	0
Si	5.434	10.882	4.103	-0.01	-0.001	-0.014
Si	8.188	-2.684	4.107	-0.01	0.006	0.007
Si	-5.425	0.028	4.041	0.017	0.003	0.004
Si	-2.746	2.721	4.048	0.012	-0.002	0.014
Si	-5.412	5.459	4.008	0.005	-0.003	-0.008
Si	-2.708	8.145	4.04	-0.017	-0.007	0.011
Si	-5.445	-5.436	4.114	0.003	0.011	-0.006
Si	-2.671	-2.709	4.108	0.005	0.003	-0.012
Si	1.335	-1.36	16.339	0.006	-0.004	-0.007
Si	4.063	1.371	16.288	0.006	0.001	-0.007
Si	1.372	4.093	16.301	0.003	-0.002	-0.007
Si	4.065	6.798	16.317	-0.006	-0.006	-0.007
Si	1.35	-6.794	16.335	-0.002	0.002	-0.013
Si	4.061	-4.074	16.307	0.001	-0.019	-0.012
Si	6.819	-1.378	16.292	-0.002	-0.001	-0.009
Si	-6.785	1.359	16.299	-0.007	0.006	-0.009
Si	6.797	4.088	16.297	0.005	0.006	-0.013
Si	-6.806	6.805	16.307	0	-0.005	-0.013
Si	6.822	9.53	16.299	-0.001	0	-0.012
Si	-6.789	-4.084	16.338	-0.001	0.007	-0.001
Si	-4.061	-1.373	16.334	-0.013	-0.001	-0.008
Si	-1.362	1.342	16.337	-0.002	0.004	-0.009
Si	-4.064	4.068	16.308	-0.002	0.009	-0.017
Si	-1.363	6.826	16.343	0.011	-0.01	-0.007
Si	-4.07	9.529	16.363	0.001	0.014	-0.012
Si	-1.39	-4.086	16.348	-0.003	-0.001	-0.015
Si	2.726	0.006	17.658	-0.007	0.018	0.011
Si	5.398	2.756	17.636	0.001	0.008	-0.002
Si	2.704	5.445	17.699	-0.004	0.001	0.003
Si	5.455	8.167	17.623	-0.003	-0.001	0.003
Si	2.687	-5.406	17.682	0.013	0.006	0.003
Si	5.465	-2.747	17.643	-0.001	-0.003	-0.007
Si	8.165	0.001	17.635	0.011	-0.01	0.014
Si	-5.387	2.676	17.663	0.007	-0.009	-0.009
Si	8.17	5.429	17.657	-0.015	0.001	0.01
Si	-5.468	8.167	17.681	0.004	-0.011	0
Si	8.167	10.876	17.697	-0.003	-0.006	0
Si	-5.412	-2.733	17.693	0	-0.013	0.011
Si	-2.715	-0.022	17.723	0.007	0	-0.01
Si	0.03	2.717	17.64	-0.003	-0.004	0.005
Si	-2.74	5.456	17.668	-0.001	-0.014	0.001
Si	-0.01	-8.129	17.723	-0.022	0.023	-0.003
Si	-2.7	-5.457	17.76	0.012	-0.002	0.008
Si	-0.064	-2.7	17.702	0	0.004	-0.018
Si	1.38	1.373	19.027	0.003	0.01	-0.042
Si	4.058	4.084	19.064	0.009	-0.015	-0.012
Si	1.367	6.84	19.057	0.011	-0.014	-0.016
Si	4.145	-6.739	18.959	0.017	0.014	-0.041
Si	1.248	-4.086	19.04	-0.005	-0.028	-0.006
Si	4.102	-1.388	18.963	0.005	0.009	-0.03
Si	6.74	1.354	18.928	-0.004	0	-0.031
Si	-6.752	4.041	18.964	0.002	0.014	-0.028
Si	6.772	6.78	18.991	-0.002	0.001	-0.049
Si	-6.823	9.5	19.074	-0.005	0.006	-0.005
Si	6.823	-4.066	19.051	-0.005	0.011	-0.012
Si	9.572	-1.31	19.001	0.006	0	-0.037
Si	-4.056	1.329	19.096	-0.022	0.028	-0.004
Si	-1.327	4.098	18.959	0.012	-0.01	-0.048
Si	-4.133	6.797	19.032	0.003	-0.007	-0.032
Si	-1.346	-6.814	19.171	0.004	0.001	-0.027
Si	-4.08	-4.099	19.102	-0.021	0.012	-0.029
Si	-1.378	-1.35	19.14	0.012	-0.01	0.002
Si	0.032	0.038	20.432	0.016	0.016	0.09
Si	2.726	2.716	20.442	0.009	0.002	0.037
Si	-0.028	5.471	20.365	-0.008	-0.009	0.049
Si	2.804	8.233	20.302	0.01	0.009	0.054
Si	-0.017	-5.401	20.578	-0.017	-0.004	0.037
Si	2.67	-2.709	20.262	0.011	0.003	0.041
Si	5.421	-0.003	20.322	0.004	-0.002	0.042
Si	8.16	2.667	20.218	-0.017	-0.008	0.038
Si	5.413	5.454	20.401	0.006	0.008	0.055
Si	8.114	8.117	20.383	-0.018	-0.002	0.066
Si	5.48	-5.423	20.422	-0.008	-0.025	0.053
Si	8.196	-2.653	20.33	0.002	0.01	0.049
Si	-5.424	-0.009	20.491	-0.013	-0.007	0.069
Si	-2.626	2.716	20.343	0.018	0.01	0.072
Si	-5.444	5.386	20.386	-0.002	-0.018	0.048
Si	-2.792	-8.217	20.446	-0.005	0.018	0.056
Si	-5.475	-5.481	20.455	-0.005	0.027	0.048
Si	-2.762	-2.7	20.515	-0.016	0.008	0.056
Si	1.622	-1.162	21.67	-0.13	-0.084	-0.71
Si	3.854	1.06	21.704	0.099	0.237	-0.722
Si	1.152	3.957	21.677	0.261	0.092	-0.711
Si	4.332	7.128	21.681	-0.053	-0.234	-0.77
Si	1.748	-6.532	21.676	-0.249	-0.033	-0.705
Si	3.83	-4.214	21.582	0.213	0.021	-0.689
Si	7.052	-1.063	21.616	-0.133	-0.185	-0.805
Si	-7.089	1.171	21.653	0.239	0.097	-0.778
Si	7.007	4.167	21.539	-0.291	-0.069	-0.705
Si	-7.139	6.436	21.622	0.215	0.163	-0.758
Si	6.598	-7.039	21.755	0.134	0.224	-0.758
Si	9.717	-3.823	21.658	-0.138	-0.136	-0.779
Si	-4.361	-1.627	21.878	0.168	0.265	-0.732
Si	-1.017	1.697	21.732	-0.155	-0.19	-0.749
Si	-3.825	4.22	21.636	-0.144	-0.068	-0.742
Si	-1.671	6.482	21.713	0.085	0.151	-0.702
Si	-3.946	-6.672	21.806	-0.293	-0.254	-0.591
Si	-1.732	-4.31	21.871	0.406	0.314	-0.638
Si	-1.054	0.842	24.677	-0.05	-0.006	-0.063
Si	5.385	-7.432	-4.66	-0.038	-0.094	0.143
Si	-5.285	2.416	23.834	-0.005	-0.042	-0.169
Si	-3.798	-0.269	24.696	-0.017	-0.041	-0.049
Si	-3.815	-0.913	-2.821	0.044	0.024	0.146
Si	0.628	2.289	-4.141	0.071	-0.029	0.077
Si	-6.65	-4.969	-6.082	0.004	0.057	0.091
Si	-7.927	4.682	-6.927	0.05	-0.04	-0.032
Si	-3.998	1.274	-7.06	-0.024	0.003	0.051
Si	3.67	4.974	-7.038	0.013	0.03	-0.081
Si	7.275	-6.05	-2.547	-0.002	-0.04	0.094
Si	6.686	6.376	26.101	0.032	-0.126	-0.021
Si	-3.707	-5.069	-5.108	-0.037	-0.058	0.01
Si	-2.12	1.529	-2.822	0.05	-0.033	0.107
Si	7.532	-2.881	-4.916	-0.083	-0.118	-0.007
Si	-3.852	-6.928	-2.972	-0.068	0.087	0.206
Si	2.728	-2.703	-2.107	-0.018	0.078	0.03
Si	-1.994	7.006	-2.962	0.007	0.092	0.142
Si	-5.123	4.556	25.838	-0.02	0.004	-0.039
Si	-3.732	-7.073	24.801	-0.07	-0.02	-0.132
Si	3.156	-5.48	-5.17	-0.021	0.026	0.08
Si	-6.801	-7.101	-4.046	0.013	0.049	-0.002
Si	7.794	-5.083	23.823	-0.043	-0.055	-0.174
Si	-1.21	7.321	24.667	-0.084	0.032	-0.114
Si	-0.112	-4.049	-2.642	0.016	0.007	0.089
Si	6.742	4.662	-2.888	-0.042	0.11	0.131
Si	4.334	6.501	-3.002	0	-0.003	0.101
Si	5.215	2.924	23.704	-0.031	-0.022	-0.078
Si	-6.316	0.758	-2.985	0.001	0.01	0.204
Si	3.004	-5.516	26.075	0.111	-0.015	-0.008
Si	1.24	-6.417	-3.122	0.011	-0.067	0.08
Si	4.365	-2.667	-4.788	0.06	-0.029	0.027
Si	0.696	-6.941	24.435	0.119	0.025	0.009
Si	-1.907	-0.831	-6.803	0.027	-0.055	-0.101
Si	-4.441	5.087	-2.919	-0.156	-0.055	0.178
Si	1.014	-1.417	24.567	-0.057	-0.049	-0.056
Si	7.007	2.759	-5.217	0.059	0.058	-0.027
Si	2.649	2.451	-2.166	0.007	-0.021	0.11
Si	-4.665	2.685	-4.36	0.078	-0.174	-0.016
Si	5.598	-2.826	23.714	0.01	-0.042	-0.155
Si	2.597	4.431	-4.135	-0.006	0.01	0.113
Si	0.045	7.707	-4.908	-0.103	0.093	-0.079
Si	-1.627	-4.96	24.638	-0.017	0.169	-0.048
Si	0.812	0.754	-6.922	-0.035	-0.067	0.034
Si	-8.143	0.027	-5.106	0.054	-0.09	0.083
Si	3.622	-0.45	-6.915	0.005	0.092	0.015
Si	-2.106	-7.158	-6.76	0.061	0.081	0.115
Si	-7.151	6.627	-2.752	-0.055	0.031	0.054
Si	7.817	-3.175	-1.976	-0.043	-0.041	0.142
Si	-2.179	-2.691	-4.487	-0.064	-0.013	-0.016
Si	6.335	6.725	-6.706	-0.099	0.006	-0.034
Si	-7.093	6.723	24.628	-0.111	-0.088	-0.113
Si	3.033	5.264	23.737	-0.085	-0.048	-0.079
Si	3.601	-2.419	25.78	-0.025	-0.084	0.022
Si	1.353	-1.357	5.48	-0.002	-0.005	0.006
Si	4.091	1.368	5.456	-0.001	-0.011	0.011
Si	1.343	4.105	5.427	0.005	0.026	0.008
Si	4.066	6.78	5.463	-0.005	0.006	0.022
Si	1.34	9.524	5.433	0.008	0.014	0.006
Si	4.078	12.229	5.473	0.011	-0.004	0.016
Si	6.807	-1.35	5.463	0.002	-0.009	0.008
Si	9.536	1.36	5.435	-0.005	-0.003	0.011
Si	6.805	4.06	5.438	0.005	-0.005	0.007
Si	-6.779	6.787	5.414	0.013	-0.015	0.016
Si	6.788	9.515	5.458	-0.002	0.006	0.012
Si	-6.789	12.259	5.462	0.001	0.002	0.011
Si	-4.073	-1.343	5.418	-0.003	0.007	0.006
Si	-1.372	1.384	5.434	0.003	0.013	0.009
Si	-4.09	4.092	5.406	-0.009	0.003	0.013
Si	-1.358	6.793	5.414	-0.002	-0.006	0.007
Si	-4.072	-6.822	5.424	0.003	0	0.016
Si	-1.353	-4.096	5.458	-0.005	0	0.014
Si	2.729	0.005	6.816	0.001	-0.002	0.002
Si	5.449	2.719	6.817	-0.003	0.003	0.002
Si	2.697	5.441	6.817	-0.009	0.003	0.003
Si	5.433	8.15	6.812	-0.002	-0.006	0.003
Si	2.706	10.868	6.812	0.004	0.003	0.003
Si	5.445	-2.72	6.814	0.002	-0.004	0.001
Si	8.174	0.008	6.808	-0.003	0.005	0.001
Si	-5.437	2.734	6.788	0.003	0.008	0.004
Si	-8.148	5.432	6.782	0.003	0.003	0.001
Si	-5.433	8.146	6.79	0	-0.005	0
Si	-8.16	10.883	6.803	0.001	-0.003	0.001
Si	-5.425	-2.699	6.803	-0.005	-0.003	0.006
Si	-2.725	0.014	6.793	0.004	-0.001	-0.004
Si	-0.004	2.734	6.793	-0.001	-0.003	-0.002
Si	-2.72	5.437	6.778	-0.001	-0.007	0.005
Si	-0.014	8.159	6.79	-0.002	0.003	0.002
Si	-2.728	-5.453	6.799	-0.005	0.006	0.003
Si	-0.002	-2.729	6.822	0.004	0	0
Si	1.355	1.367	8.158	0	-0.004	-0.005
Si	4.073	4.079	8.162	-0.005	-0.001	-0.009
Si	1.345	6.811	8.166	0.01	-0.003	0
Si	4.071	9.512	8.169	-0.005	0.001	-0.003
Si	1.362	-4.083	8.177	0.001	0.001	-0.002
Si	4.086	-1.359	8.173	0.006	0.002	-0.003
Si	6.81	1.361	8.172	0.005	0.005	0.001
Si	-6.797	4.081	8.158	0	-0.007	-0.003
Si	6.81	6.792	8.152	0.002	0.001	-0.011
Si	-6.794	9.514	8.149	0.003	0.005	-0.003
Si	6.802	-4.083	8.17	-0.004	0.005	-0.001
Si	-6.793	-1.354	8.168	0	0.003	-0.001
Si	-4.081	1.372	8.155	-0.006	0.002	-0.008
Si	-1.364	4.087	8.155	0.008	0.012	-0.002
Si	-4.076	6.791	8.153	-0.001	0	-0.002
Si	-1.366	-6.806	8.161	0.001	-0.001	-0.007
Si	-4.079	-4.08	8.156	0.002	-0.002	0.002
Si	-1.37	-1.356	8.158	-0.009	-0.012	0
Si	-0.004	0.003	9.516	0.007	0.002	-0.003
Si	2.716	2.721	9.523	0.007	0.003	-0.004
Si	-0.01	5.446	9.523	-0.004	0.008	0.001
Si	2.709	8.161	9.529	-0.004	0.002	0
Si	-0.006	-5.445	9.524	-0.001	0	-0.002
Si	2.723	-2.72	9.529	0.006	-0.002	-0.003
Si	5.447	0.001	9.529	0.003	-0.002	-0.003
Si	-8.152	2.723	9.525	-0.001	0.006	0
Si	5.44	5.44	9.515	-0.006	-0.001	-0.004
Si	-8.156	8.158	9.513	0.004	-0.004	-0.006
Si	5.436	-5.442	9.524	0.003	0.001	-0.005
Si	-8.156	-2.719	9.523	0.001	-0.01	-0.004
Si	-5.435	0.009	9.521	-0.005	0.002	-0.001
Si	-2.72	2.725	9.518	0.002	-0.003	-0.003
Si	-5.437	5.439	9.519	0	-0.003	-0.002
Si	-2.723	8.154	9.519	-0.001	-0.001	-0.005
Si	-5.44	-5.443	9.514	-0.003	0.005	-0.001
Si	-2.721	-2.721	9.518	-0.003	0.002	-0.001
Si	1.356	-1.358	10.879	0.002	-0.004	-0.001
Si	4.078	1.361	10.881	-0.001	-0.002	-0.002
Si	1.356	4.084	10.878	0.003	-0.001	-0.002
Si	4.078	6.8	10.875	0	0.006	0
Si	1.353	9.523	10.89	0.005	0.002	0.001
Si	4.079	-4.082	10.89	0.001	-0.001	0.001
Si	6.804	-1.362	10.887	0.001	0.007	-0.001
Si	-6.794	1.362	10.886	-0.003	-0.002	0.001
Si	-9.518	4.082	10.876	0.005	-0.006	-0.002
Si	-6.796	6.803	10.878	0	0	-0.001
Si	-9.518	9.517	10.876	-0.002	0	-0.001
Si	-6.799	-4.085	10.877	-0.004	0.006	-0.001
Si	-4.078	-1.36	10.877	-0.003	-0.007	-0.002
Si	-1.364	1.361	10.878	-0.002	0.006	-0.001
Si	-4.078	4.081	10.885	-0.001	0.007	0.003
Si	-1.366	6.802	10.889	0.002	-0.002	0.002
Si	-4.078	9.519	10.876	0.005	-0.003	-0.002
Si	-1.363	-4.08	10.881	0	-0.001	-0.002
Si	2.714	0.003	12.239	0.007	0.004	0
Si	5.445	2.72	12.234	0.003	0.008	0.004
Si	2.715	5.445	12.237	0.001	-0.003	0
Si	5.434	8.163	12.234	-0.003	-0.007	0
Si	2.713	10.882	12.25	-0.004	0	0.004
Si	5.438	-2.719	12.246	0.003	-0.003	0.004
Si	8.168	-0.004	12.244	0.001	0	0.003
Si	-5.435	2.719	12.246	-0.004	-0.002	0.001
Si	-8.161	5.445	12.235	-0.001	0.002	0
Si	-5.432	8.159	12.24	-0.001	0.008	0.003
Si	-8.157	10.876	12.239	0	0	0.002
Si	-5.437	-2.725	12.233	-0.002	-0.005	-0.001
Si	-2.718	-0.005	12.239	0.002	-0.004	0.002
Si	-0.005	2.725	12.236	0.002	0	0
Si	-2.722	5.441	12.251	0.001	-0.002	0.004
Si	-0.01	8.167	12.248	-0.002	-0.003	0.002
Si	-2.723	-5.44	12.242	-0.002	0.006	-0.001
Si	-0.002	-2.722	12.238	0.002	0.002	-0.001
Si	1.346	1.36	13.596	0	0.007	0.001
Si	4.084	4.085	13.583	-0.002	-0.004	0
Si	1.351	6.805	13.599	0.002	0.001	0.004
Si	4.073	9.514	13.603	0.008	0	0.003
Si	1.351	-4.077	13.609	0.005	-0.004	0.003
Si	4.073	-1.354	13.601	-0.01	0.005	0.007
Si	6.805	1.358	13.595	0.005	-0.008	0.001
Si	-6.799	4.086	13.594	-0.008	0.009	0
Si	6.797	6.808	13.591	-0.005	0.005	-0.002
Si	-6.783	9.525	13.598	-0.001	-0.005	0.006
Si	6.798	-4.087	13.597	0.002	-0.005	0.008
Si	9.532	-1.37	13.598	0.002	-0.003	-0.002
Si	-4.074	1.353	13.602	0.002	0.003	0.008
Si	-1.355	4.083	13.607	0	-0.001	0.001
Si	-4.078	6.804	13.613	0.005	-0.007	0.006
Si	-1.366	9.53	13.613	0	0.004	0.005
Si	-4.085	-4.083	13.601	-0.003	0.008	0
Si	-1.362	-1.369	13.601	0.002	-0.003	0.006
Si	-0.01	-0.006	14.962	-0.001	0	0.005
Si	2.715	2.73	14.93	0.002	0.008	-0.001
Si	-0.008	5.458	14.971	0.001	-0.004	-0.003
Si	2.703	8.161	14.965	-0.007	-0.005	-0.002
Si	-0.01	-5.429	14.981	0.003	0.011	0.001
Si	2.704	-2.706	14.962	0.003	0.003	0.002
Si	5.444	0	14.956	0.004	0.006	-0.002
Si	8.165	2.723	14.95	0.004	0.009	-0.006
Si	5.434	5.45	14.947	0.003	-0.002	0.002
Si	8.169	8.166	14.939	0.001	0.003	-0.003
Si	5.431	10.879	14.957	-0.007	0.001	0.005
Si	8.176	-2.74	14.949	-0.004	-0.003	-0.003
Si	-5.426	-0.016	14.962	0.003	-0.006	0
Si	-2.706	2.708	14.96	-0.001	-0.005	-0.003
Si	-5.44	5.435	14.963	-0.006	0.001	0
Si	-2.725	8.174	14.978	0	0.004	0.003
Si	-5.428	-5.442	14.979	0.004	-0.002	-0.003
Si	-2.723	-2.731	14.96	0.004	-0.008	-0.008
O	3.587	-3.679	-1.156	-0.082	-0.037	-0.116
O	0.991	-1.876	23.006	-0.351	-0.53	0.014
O	3.66	1.545	-1.329	-0.008	0.092	-0.202
O	-7.326	7.215	-1.244	-0.205	0.248	0.148
O	-2.428	-0.063	-2.837	0.513	-0.305	-0.002
O	-1.591	-3.83	23.451	-0.127	0.419	0.294
O	1.705	-6.108	25.345	0.038	0.338	-0.039
O	0.005	-5.427	-3.473	-0.415	-0.031	-0.248
O	-1.42	7.214	-1.465	-0.054	0.432	-0.108
O	-5.492	-2.762	22.218	-0.037	0.114	0.46
O	-8.083	-2.781	-3.468	0.676	0.398	0.075
O	6.516	3.357	22.861	0.285	-0.325	0.289
O	-8.129	2.71	-0.434	0.057	0.053	-0.459
O	-2.624	-2.801	-0.332	-0.071	0.035	-0.423
O	-3.87	-7.038	-1.367	0.184	-0.499	-0.224
O	-4.314	-1.197	-1.314	-0.583	0.106	-0.033
O	-2.765	5.347	22.182	-0.17	-0.23	0.16
O	8.124	0.063	22.121	-0.176	0.008	0.476
O	5.462	-8.129	22.207	0.027	0.038	0.32
O	1.267	-6.53	-1.511	0.069	0.318	0.045
O	-7.17	-3.426	-1.111	0.362	0.479	-0.285
O	6.416	-1.664	22.977	0.121	0.384	0.673
O	-4.394	-7.195	23.305	-0.397	-0.31	0.117
O	-0.712	-4.398	-1.183	0.301	-0.454	-0.25
O	-5.233	-4.576	-5.369	0.022	0.394	0.127
O	6.397	4.365	-1.338	-0.642	0.207	0.056
O	-2.285	-0.052	25.266	0.155	-0.104	0.212
O	2.015	-0.317	-6.734	-0.169	-0.608	0.516
O	5.718	3.088	-6.131	-0.279	0.353	0.086
O	-0.898	-7.627	-5.793	-0.064	0.106	0.158
O	-7.485	-6.085	-2.979	0.188	0.666	0.188
O	5.575	5.591	-3.512	0.05	-0.085	-0.674
O	2.799	-5.356	22.148	-0.043	-0.101	0.515
O	0.806	1.705	-5.627	0.054	0.097	0.011
O	-3.539	4.691	25.571	0.135	-0.06	-0.416
O	-7.913	-3.981	-5.744	-0.154	0	-0.377
O	6.941	-4.535	-2.084	-0.356	0.093	0.257
O	6.169	8.006	-5.75	0.109	0.291	-0.263
O	2.773	8.152	-0.31	0.127	-0.121	-0.019
O	4.287	-6.445	25.745	0.1	0.04	-0.528
O	3.519	-3.92	-5.373	-0.141	0.195	-0.587
O	-6.059	2.188	-3.693	-0.542	0.425	-0.359
O	4.24	1.054	-7.026	0.093	0.103	0.111
O	1.592	1.566	-3.035	-0.142	-0.71	0.013
O	4.505	7.963	-3.663	-0.254	0.244	0.251
O	-6.442	0.914	-1.387	0.541	-0.126	-0.123
O	-5.754	3.259	25.118	-0.438	-0.237	0.327
O	2.629	-5.779	-3.665	0.348	0.153	0.603
O	8.114	5.263	22.009	-0.012	-0.039	0.189
O	2.902	5.879	-3.465	-0.393	0.102	0.269
O	-5.258	-7.309	-3.654	-0.002	-0.433	0.165
O	7.63	5.902	-6.192	0.297	0.177	0.531
O	-1.766	1.883	-1.271	-0.26	0.405	-0.012
O	3.707	-2.303	-3.337	0.449	0.4	-0.125
O	-1.565	1.162	23.167	-0.238	0.065	0.221
O	7.037	1.148	-5.246	-0.484	-0.198	0.05
O	1.378	-7.348	23.033	-0.13	-0.602	-0.021
O	-1.046	7.1	23.076	0.507	0.073	0.031
O	-7.974	3.452	-5.854	0.384	-0.029	0.09
O	-7.645	0.064	-3.57	-0.291	-0.375	0.431
O	0.35	0.049	24.648	0.344	0.385	0.258
O	4.97	5.871	-6.716	-0.043	-0.035	0.18
O	7.776	6.053	24.93	-0.106	-0.516	-0.223
O	-4.42	3.412	22.908	-0.043	0.07	0.247
O	3.056	4.434	-5.659	0.037	-0.502	-0.231
O	3.193	-3.978	25.617	0.057	0.097	-0.421
O	3.567	6.59	23.008	-0.121	0.384	0.33
O	6.807	3.283	-3.713	-0.303	-0.436	0.073
O	5.418	-0.085	-0.399	0.022	0.078	-0.233
O	0.076	2.833	22.169	-0.039	0.002	0.353
O	2.195	-1.428	-1.247	0.296	0.43	-0.081
O	-6.57	1.898	23.014	0.013	0.006	0.187
O	-5.61	6.182	-2.861	0.328	0.339	-0.324
O	-3.091	-5.593	24.902	-0.328	0.331	-0.033
O	1.695	4.714	23.016	-0.097	-0.108	0.117
O	-5.496	-5.316	-0.367	0.113	0.151	-0.447
O	-5.588	5.595	-0.086	-0.092	0.186	-0.089
O	4.56	1.589	23.076	-0.054	-0.264	0.452
O	0.964	-7.809	-3.858	0.406	-0.214	0.164
O	5.697	7.579	25.614	-0.209	-0.096	-0.498
O	1.836	3.441	-1.173	0.029	-0.006	-0.234
O	-3.277	-6.344	-6	-0.407	-0.11	-0.022
O	6.964	-1.993	-1.289	-0.065	0.213	-0.455
O	-3.426	2.218	-3.433	-0.193	0.214	-0.149
O	-1.498	-1.634	-5.476	0.59	0.024	0.027
O	4.33	-3.314	22.841	-0.286	0.435	-0.102
O	4.151	4.12	23.591	0.15	0.086	-0.339
O	-2.566	8.142	24.965	0.012	-0.262	0.228
O	5.055	-2.232	25.104	0.436	0.419	0.328
O	-7.491	7.765	-3.857	-0.394	-0.196	-0.393
O	-0.898	2.018	-3.736	-0.344	-0.01	-0.087
O	-3.793	-1.135	23.326	0.211	-0.27	0.184
O	0.086	0.057	-0.491	-0.172	-0.198	-0.13
O	2.546	-1.438	25.061	0.173	0.654	-0.201
O	-3.155	0.095	-6.366	-0.098	-0.229	0.64
O	0.135	8.066	25.184	0.29	-0.303	0.447
O	-6.714	6.978	23.088	0.23	0.355	0.327
O	-7.108	-8.138	25.314	-0.349	0.359	-0.21
O	0.105	5.34	-0.468	-0.094	0.027	-0.357
O	-5.062	-0.139	-3.46	-0.139	0.03	-0.186
O	4.439	-6.407	-5.457	0.182	-0.034	-0.583
O	-2.636	-3.914	-5.429	0.271	0.131	-0.148
O	5.624	2.685	25.239	0.471	-0.258	0.096
O	4.441	6.546	-1.393	0.634	-0.227	-0.114
O	-6.991	-6.471	-5.532	-0.219	-0.238	-0.344
O	-4.374	4.074	-1.634	0.264	-0.498	-0.32
O	3.457	3.363	-3.239	0.65	-0.238	-0.373
O	2.78	5.599	25.287	0.055	0.574	0.133
O	5.244	-5.5	-0.18	-0.005	0.094	-0.341
O	1.057	3.872	-4.109	-0.31	0.409	0.221
O	7.643	-1.413	-5.574	-0.277	0.177	-0.57
O	1.991	-5.917	-6.2	-0.496	0.105	0.14
O	-0.59	0.004	-7.198	-0.05	-0.093	-0.174
O	-4.772	-7.303	26.023	0.225	0.195	0.188
O	6.529	-4.105	23.928	-0.002	0.041	0.241
O	1.029	6.853	-5.859	0.499	-0.506	0.266
O	7.291	-6.458	23.119	0.149	-0.178	0.238
O	5.931	-3.152	-4.747	-0.075	-0.551	0.036
O	-0.849	6.684	-4.042	0.227	-0.539	0.006
O	2.75	-0.065	22.162	0.042	0.081	0.39
O	-5.906	5.844	25.28	0.239	0.201	-0.085
O	-4.687	-0.998	25.844	-0.273	-0.323	-0.204
O	-3.006	5.78	-2.944	0.225	-0.277	-0.121
O	-8.141	5.387	-2.984	0.334	-0.526	-0.161
O	-1.122	-4.484	26.084	-0.232	-0.031	0.24
O	0.18	-2.373	25.536	0.061	0.105	-0.302
O	-4.672	4.288	-4.296	0.132	0.486	-0.395
O	-3.518	-2.211	-3.717	-0.518	-0.399	-0.109
O	6.997	-7.027	-1.287	0.259	-0.775	-0.344
O	-0.608	-6.072	24.063	-0.009	0.007	-0.686
O	6.407	-6.529	-3.804	0.305	0.274	-0.445
O	-6.942	0.444	-6.094	0.509	0.208	0.212
O	-1.073	-3.028	-3.388	0.014	0.386	0.421
O	1.374	-3.431	-2.579	0.043	-0.016	-0.317
O	4.233	-1.341	-5.712	0.285	0.28	0.236
O	-4.411	1.176	24.344	0.183	0.09	0.009
O	-7.945	-5.26	25.299	0.277	0.033	0.208
O	-2.8	-5.536	22.027	0.075	-0.096	0.081
O	-7.343	-4.443	22.953	0.081	-0.166	0.326
O	-0.756	2.18	25.521	-0.286	0.24	-0.164
O	-4.521	2.251	-5.895	-0.291	0.242	-0.115
O	-1.278	5.936	25.461	0.466	-0.288	-0.168
O	-2.724	-7.965	-3.453	0.269	0.262	-0.335
O	-3.511	-5.448	-3.53	0.012	0.433	0.277

Results
total energy: -101658.251 eV
total energy less fixed offsets of O -438.25, Si -107.07 eV per atom: -5.051 eV
